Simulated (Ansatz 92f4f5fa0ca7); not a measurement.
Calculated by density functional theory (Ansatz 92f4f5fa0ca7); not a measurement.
Periodic cell of 216 atoms, Si120O64H32, with a vacuum gap, from a study of silicon, its oxide and their interface. The atomic structure is a simulated model.

Settings
functional: r2SCAN
potential files: Ansatz PAW
basis: plane waves
wave-function cutoff: 800 eV
density cutoff ratio: 5
exchange-correlation grid ratio: 1
k mesh: 1 x 1 x 1, shifted by 0.5 0.5 0 of a step
self-consistency stop: 1e-11 eV per atom in the density residual
occupations: fixed
spin: none
net charge: 0
applied field: sawtooth along c, amplitude -0.015 V/angstrom in the program's sign convention, ramp centred at 0.9872 of c and 0.0256 of c wide, no dipole correction

Cell vectors (angstrom)
a 10.88 0 0
b 0 10.88 0
c 0 0 39.0897

Atoms and the computed forces on them: element, x, y, z (angstrom), force x, y, z (eV/angstrom)
Si -0.1585 0.3484 25.4934 0.0061 0.0066 -0.0135
Si 2.5197 2.8412 25.6238 -0.0051 -0.0147 -0.0107
Si 0.4588 5.1314 25.5904 -0.0009 0.0041 -0.0189
Si 2.968 7.7406 25.5458 -0.004 -0.0074 -0.0147
Si 5.6966 -0.3618 25.3429 0.0057 -0.0015 -0.0135
Si 8.4698 2.5265 25.4256 0.004 -0.0036 -0.0133
Si 5.3044 5.6621 25.3148 0.0021 0.0027 -0.0096
Si 8.0464 8.4055 25.1094 0.005 0.0076 -0.0148
Si 1.349 1.3643 26.9458 -0.0059 0.0056 -0.0174
Si 4.1867 4.0678 26.7085 -0.009 0.0101 -0.0162
Si 1.5238 6.6445 26.9966 0.0091 -0.0063 -0.0201
Si 4.112 9.4417 26.6922 -0.0015 -0.0024 -0.0115
Si 6.8432 1.2924 26.6221 0.0054 -0.001 -0.0113
Si 9.6046 4.0677 26.7598 0.0068 -0.0103 -0.0089
Si 6.9176 6.8247 26.5556 -0.0044 -0.0023 -0.0072
Si 9.5914 9.4814 26.5839 -0.0032 0.0041 -0.0116
Si 0.0035 2.7385 28.242 0.0088 -0.0027 -0.0015
Si 2.7736 -0.0703 28.0989 0.0001 0.0046 0.011
Si 0.0394 8.1292 28.0429 -0.0028 -0.0015 0.0109
Si 2.8798 5.307 28.2675 -0.0052 0.001 -0.0076
Si 5.5127 2.6594 28.021 -0.0035 -0.0041 0.0117
Si 8.2081 -0.0595 28.0192 0.0104 -0.004 0.0031
Si 5.5199 8.1061 28.0363 0.0019 -0.0076 0.0079
Si 8.1997 5.4577 28.012 0.0069 -0.0005 0.0093
Si 1.4113 4.0396 29.5683 -0.0056 0.0039 0.0094
Si 4.1244 1.3394 29.4188 -0.0246 0.0059 0.022
Si 1.3836 9.4739 29.4387 0.0054 -0.0045 0.017
Si 4.1943 6.7793 29.483 -0.0342 -0.0041 0.0211
Si 6.8454 4.0598 29.3817 0.0122 0.0075 0.022
Si 9.5011 1.3108 29.4608 0.0124 0.0165 0.0156
Si 6.834 9.4977 29.4026 0.0049 0.0092 0.0278
Si 9.5423 6.7982 29.4172 0.0011 -0.0012 0.0203
Si 0.0129 -0.035 30.7914 0.0026 -0.0237 0.1842
Si 2.7622 2.6559 30.8515 0.0283 -0.0211 0.1675
Si 0.0177 5.4493 30.8205 -0.0092 0.0016 0.1747
Si 2.7573 8.1243 30.7978 -0.0016 0.0186 0.1758
Si 5.4745 -0.0202 30.7753 0.0005 -0.0082 0.1832
Si 8.1607 2.7014 30.7964 -0.0029 -0.0025 0.184
Si 5.5097 5.4028 30.8069 0.0372 -0.033 0.2015
Si 8.1721 8.149 30.7851 0.0436 -0.0378 0.1853
Si 1.3486 1.3226 32.1663 0.2131 -0.0769 0.3954
Si 4.0977 4.0898 32.1596 0.1321 -0.2861 0.322
Si 1.3771 6.7978 32.1787 -0.0026 -0.0108 0.2936
Si 4.0887 9.5261 32.1405 0.038 -0.1123 0.2289
Si 6.792 1.3533 32.1612 0.047 0.0464 0.227
Si 9.5223 4.071 32.1557 0.0419 -0.019 0.2188
Si 6.8245 6.7892 32.1593 0.1467 -0.109 0.328
Si 9.5164 9.5106 32.1562 0.0901 -0.0973 0.2464
Si -0.0035 2.7072 6.9329 -0.0476 0.0378 -0.2244
Si 2.6974 -0.024 6.9218 -0.1264 0.1967 -0.3981
Si -0.0176 8.1459 6.9241 -0.0711 -0.0002 -0.3619
Si 2.7214 5.4314 6.9619 -0.0841 0.0994 -0.1193
Si 5.4297 2.7293 6.9143 -0.1372 0.1311 -0.4665
Si 8.1652 0.0054 6.9432 -0.0585 0.0092 -0.161
Si 5.4339 8.1551 6.9108 -0.0502 0.0981 -0.2742
Si 8.161 5.4351 6.9311 -0.1378 0.0723 -0.3652
Si 1.3407 4.0592 8.3136 -0.0139 0.0275 -0.183
Si 4.0073 1.4164 8.2305 -0.012 -0.0018 -0.1942
Si 1.3081 9.5202 8.2732 -0.0241 0.0307 -0.1926
Si 4.0502 6.8525 8.3075 -0.0105 -0.0141 -0.1757
Si 6.7722 4.0951 8.2737 -0.0126 0.0298 -0.1792
Si 9.4987 1.3936 8.3252 -0.003 0.0039 -0.1809
Si 6.798 9.4996 8.2772 0.0046 0.009 -0.1624
Si 9.517 6.779 8.2932 -0.0227 0.0254 -0.1821
Si -0.0118 0.0099 9.6563 -0.0154 -0.017 -0.0155
Si 2.6759 2.7109 9.7089 0.0113 0.0014 -0.0297
Si -0.0424 5.3998 9.6663 -0.0083 -0.0131 -0.0143
Si 2.6188 8.1863 9.6676 0.0253 0.0047 -0.0239
Si 5.3795 0.0544 9.4892 0.0136 -0.005 -0.0029
Si 8.1325 2.7942 9.6758 -0.0095 -0.0172 -0.0304
Si 5.4144 5.4654 9.6199 0.0138 0.0015 -0.0135
Si 8.1667 8.1312 9.663 -0.0051 -0.0015 -0.0167
Si 1.3039 1.3334 11.0983 0.0091 -0.0059 -0.0065
Si 4.0063 4.1797 10.9931 0.0101 -0.004 -0.0089
Si 1.254 6.7734 11.033 -0.0122 0.0076 -0.0003
Si 3.9663 9.7051 10.8554 0.0067 0.0053 0.0035
Si 6.6706 1.4108 10.8624 -0.0085 -0.0102 0
Si 9.4916 4.1123 11.13 -0.0081 0.0208 0.0022
Si 6.8157 6.7375 11.0054 0.0005 -0.0037 -0.0084
Si 9.509 9.5372 11.0067 0.0034 -0.0039 -0.0047
Si -0.1141 2.6292 12.485 0 -0.0062 0.0133
Si 2.7328 0.0531 12.5023 -0.0003 -0.0049 0.0125
Si -0.0435 8.1557 12.4374 0.0024 0.0113 0.0239
Si 2.576 5.4275 12.4433 0.0065 -0.0052 0.0122
Si 5.3963 2.8072 12.2588 -0.0044 -0.0006 0.0236
Si 8.0026 0.0446 12.1709 -0.0051 -0.0014 0.0189
Si 5.3101 8.2401 11.9647 -0.0039 0.0058 0.0242
Si 8.1726 5.4722 12.5964 -0.0068 -0.0034 0.0183
Si 1.3685 3.8543 13.8241 0.0061 -0.0018 -0.032
Si 3.8214 1.837 13.6799 0.0074 0.006 -0.0357
Si 1.6535 9.1815 13.6886 0.0013 0.0033 -0.0231
Si 3.9156 7.1009 13.3783 0.0055 0.0116 -0.0271
Si 7.0029 3.7367 13.7181 -0.0036 -0.0026 -0.0241
Si 9.0955 1.4014 13.6888 -0.0043 -0.003 -0.0313
Si 6.7579 9.3743 13.3537 -0.0049 -0.0004 -0.03
Si 9.153 7.2896 13.9328 -0.0047 0.0037 -0.0382
Si 1.7401 1.6315 17.1297 -0.0009 0.0018 -0.026
Si -6.604 14.5623 18.5899 0.0037 -0.0032 -0.0306
Si 0.3002 10.8048 22.5692 0.001 0.0061 -0.0364
Si 5.8308 5.7929 15.5162 0.0085 -0.0081 -0.0377
Si 2.1373 6.0314 18.3752 0.0021 0.0007 -0.0314
Si 7.1208 2.5594 20.5522 0.0043 -0.0029 -0.0305
Si -1.0486 1.5159 20.6885 -0.0013 -0.0051 -0.0354
Si 0.2351 -0.2652 18.7078 0.0004 0.0056 -0.0393
Si -2.6892 18.4656 16.6987 -0.0033 0.0024 -0.0334
Si 10.8106 -0.1573 15.7602 0.0006 -0.0004 -0.0315
Si 4.408 7.3343 17.4231 0.006 0.0048 -0.0325
Si 9.5468 8.3251 22.3043 0.0059 0.0011 -0.034
Si 8.525 6.7153 19.7683 -0.0069 -0.0064 -0.0456
Si -5.3291 6.0219 19.8706 -0.0062 0.0028 -0.0335
Si 4.319 1.5522 23.5281 -0.0031 0.0081 -0.0333
Si -1.5476 14.7558 19.0453 0.0063 0.0064 -0.0304
Si -4.8117 -1.1658 16.2928 0.0016 0.0002 -0.0317
Si 2.9218 -4.1017 21.0947 0.0023 0.0048 -0.037
Si 4.708 12.3315 16.5939 -0.0019 -0.0086 -0.0107
Si 4.2602 1.3746 20.4258 -0.0028 0.0038 -0.0457
Si 2.4123 9.7798 20.5182 -0.0022 0.0007 -0.0378
Si 6.5504 3.6896 23.3592 0.0004 -0.0026 -0.0182
Si 1.1546 6.9895 23.3806 0.0044 -0.0055 -0.0345
Si 0.4273 15.1655 16.7917 0.0065 -0.0031 -0.0134
O 0.6385 -0.0776 24.1395 -0.004 -0.0037 0.0349
O -15.8917 1.5828 20.1773 0.0029 -0.0018 0.0077
O 3.0066 1.9632 24.3453 -0.0001 0.0055 0.0175
O 1.4462 3.9367 25.0708 0.008 0.0056 0.0136
O 0.2018 5.9841 24.2187 -0.0034 -0.0027 0.0193
O -2.2459 7.9621 23.6204 -0.0125 -0.0013 0.0466
O 0.1516 7.7087 22.3748 0.0048 0.0013 0.0116
O 1.9332 8.0766 24.3117 0.013 0.0079 0.0285
O 4.8939 0.1173 23.9942 0.0093 -0.0115 0.0363
O 3.948 1.592 21.9813 -0.0039 -0.0028 0.0382
O 7.9513 3.3118 24.0807 0.0072 -0.0056 0.0298
O 9.5727 1.4053 24.9748 0.0052 0.0059 0.002
O 4.1395 6.7537 24.9258 -0.0024 -0.0083 0.0089
O 5.989 5.1122 23.9136 -0.0042 0.0103 0.0293
O 6.8479 9.4851 24.8021 -0.0039 -0.0021 0.0072
O 1.1176 1.0626 18.4853 -0.0017 -0.002 0.0117
O 4.4096 6.1363 21.0104 -0.0098 0.0009 0.0161
O 3.1606 4.7938 18.32 -0.0026 0.0037 0.0106
O 0.5169 4.392 15.1578 0.0027 -0.0016 0.0197
O 0.8123 9.5934 15.028 -0.0101 0.0113 0.0109
O -1.4582 16.2417 19.6949 -0.0025 0.0012 0.0157
O 2.8457 8.1211 14.1386 -0.0004 -0.0123 0.011
O 4.7518 12.4557 14.9915 -0.0012 -0.0064 0.034
O 0.8318 5.6813 17.5057 0.0032 0.007 0.0092
O 8.0464 2.5591 14.2319 0.0068 -0.0017 0.004
O 9.5254 0.3621 14.9121 0.0013 0.0012 0.0148
O -1.4772 7.3613 15.5937 -0.0037 -0.0037 0.0186
O 6.026 9.9422 14.6945 -0.0043 0.0063 0.0253
O 1.5845 3.2172 17.1607 0.0001 0.0076 0.0176
O 7.8952 8.3149 13.8329 0.0061 -0.0043 0.0098
O 7.5041 9.0691 16.6933 0.0027 -0.0027 0.0105
O 5.7604 0.2741 16.996 -0.0026 0.004 0.0192
O 0.8575 1.1588 15.8634 0.0061 0.0037 0.0147
O -1.8879 -3.076 20.8743 0.0056 0.0087 0.0262
O 1.2687 9.5441 19.3638 0.0056 -0.0027 0.0216
O 2.8271 18.2353 17.728 -0.0035 -0.003 0.0165
O -0.3939 21.0517 17.2659 0.0022 -0.0031 0.0211
O -0.9243 0.1957 19.729 -0.0085 0.0056 0.0138
O 1.8793 6.2963 19.9415 -0.0021 0.0037 0.0232
O 6.2457 4.3045 15.0669 -0.0062 0.0064 0.0181
O -7.6701 11.8887 16.9972 -0.0051 -0.0007 0.0126
O 4.9353 13.7592 17.3333 -0.0014 0.0107 0.0196
O 4.8789 8.6738 16.6751 -0.0046 -0.0091 0.0086
O -2.2997 -3.5652 18.25 0.0018 -0.0043 0.0264
O 5.4789 -8.2727 23.8704 -0.0018 -0.0016 0.0108
O -3.7748 -15.2605 16.1903 -0.0006 0.0029 0.015
O 3.5914 13.4461 19.5554 -0.0017 -0.005 0.0181
O 2.2978 6.2768 22.4932 -0.0097 -0.0024 0.0266
O 9.8664 3.8874 17.4805 -0.0063 0.0007 0.0105
O 9.8322 9.9159 22.3115 -0.0058 -0.0011 0.0037
O 2.6333 2.8632 14.2183 -0.0056 0.0078 0.0137
O 7.0618 -4.5911 20.3156 0.0055 0.0016 0.0103
O 5.2527 7.187 18.7849 0.0025 -0.0037 0.0155
O 13.9713 8.3801 20.93 0.0019 0.0048 0.012
O 7.8146 3.2897 19.2508 -0.0056 -0.0047 0.0088
O 5.4772 4.5099 19.2869 0.0033 0.0001 0.0148
O -0.0857 1.3798 21.9746 0.0087 -0.0009 0.0186
O 1.6467 -0.5447 21.8232 -0.0043 0.0023 0.0249
O 3.5992 -0.067 20.049 0.0016 0.0018 0.0144
O -0.613 2.8678 19.8999 0 -0.0004 0.0091
O -4.1792 3.6125 21.744 -0.0004 0.0099 0.0329
O 5.2022 -4.3076 14.2538 -0.0014 -0.0015 0.015
O -2.5915 1.6148 21.1594 -0.0039 0.0014 0.0201
O 4.6575 5.9474 16.5977 -0.0079 0.0016 0.015
H 2.1711 0.5015 33.0988 -0.4128 0.2555 -0.1956
H 0.5367 2.1541 33.0988 0.2737 -0.2754 -0.2963
H 4.9108 3.2594 33.092 -0.2746 0.3704 -0.1936
H 3.2655 4.901 33.092 0.3202 -0.2643 -0.3205
H 2.1922 5.9693 33.1112 -0.3363 0.2956 -0.2493
H 0.5414 7.6055 33.1112 0.367 -0.1995 -0.2711
H 4.9027 8.6965 33.0729 -0.2593 0.2953 -0.2519
H 3.2486 10.3291 33.0729 0.3592 -0.2528 -0.2917
H 5.9743 2.1793 33.0936 0.2398 -0.3522 -0.2779
H 7.6214 0.5392 33.0936 -0.2761 0.3103 -0.262
H 8.7013 4.8936 33.0881 0.2835 -0.3409 -0.2719
H 10.3412 3.2463 33.0881 -0.2734 0.3048 -0.2666
H 7.6409 5.9621 33.0918 -0.2532 0.4143 -0.2144
H 5.9954 7.6037 33.0918 0.2393 -0.2778 -0.295
H 10.3325 8.6831 33.0887 -0.3124 0.2851 -0.2534
H 8.7018 10.3395 33.0887 0.2891 -0.2832 -0.2924
H 0.8085 1.8757 6.0004 -0.2916 0.2866 0.3042
H -0.8224 3.5319 6.0004 0.301 -0.2988 0.2697
H 3.5376 -0.8271 5.9893 -0.2926 0.2877 0.3125
H 1.875 0.7971 5.9893 0.2462 -0.3979 0.1988
H -0.8337 8.9734 5.9916 0.2317 -0.3822 0.2408
H 0.818 7.3382 5.9916 -0.276 0.2923 0.2672
H 1.9064 6.2599 6.0295 0.2505 -0.3261 0.2693
H 3.5536 4.6201 6.0295 -0.3047 0.2997 0.3159
H 4.6167 3.5598 5.9819 0.4211 -0.2588 0.1809
H 6.2474 1.9034 5.9819 -0.3209 0.2313 0.2905
H 7.3358 0.8195 6.0108 0.2855 -0.291 0.2834
H 8.9799 -0.8235 6.0108 -0.2205 0.3641 0.2921
H 6.263 7.3407 5.9784 -0.3561 0.2029 0.3
H 4.6199 8.9847 5.9784 0.3435 -0.2779 0.255
H 8.9819 4.6124 5.9986 -0.3087 0.2768 0.2858
H 7.3446 6.2622 5.9986 0.3301 -0.2833 0.2428

Results
free energy: -113757.945 eV
free energy less fixed offsets of H -15.71, O -570.45, Si -639.56 eV per atom: 0.775 eV

The program warned: the cutoff lies below the one the program advises for these potential files; the forces do not sum to zero within the program's tolerance; empty levels may hold ghost states of the PAW files; the exchange-correlation potential is rough where the density is thin.
